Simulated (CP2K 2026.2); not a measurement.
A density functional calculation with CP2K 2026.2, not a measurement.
Periodic cell of 513 atoms, Si351O162, from a study of silicon, its oxide and their interface. The atomic structure is a simulated model.
Doubt: the forces sum to 0.47 eV/angstrom along one axis rather than to zero, so they err by at least 0.0009 eV/angstrom per atom on average; the grid cutoff is modest.
This geometry differs little from another in the collection (a relaxation step or a small displacement).

Settings: functional PBE; method Gaussian and plane waves; basis set DZVP-MOLOPT-SR-GTH; pseudopotentials GTH-PBE; grid cutoff 350 Ry, relative cutoff 50 Ry; k points Gamma only; occupations fixed; spin none; net charge 0.

Cell vectors (angstrom)
a	16.407	0	0
b	0	16.407	0
c	-0.3726	-0.2553	34.1225

Atoms and the computed forces on them: element, x, y, z (angstrom), force x, y, z (eV/angstrom)
Si	-0.306	15.694	33.984	-0.045	0.102	0.256
Si	1.684	2.94	33.967	0.079	-0.077	0.237
Si	16.318	5.453	0.383	0.014	0.009	0.09
Si	2.991	8.167	0.108	-0.118	0.031	0.18
Si	15.896	10.599	33.905	0.008	0.01	0.2
Si	2.351	13.723	0.008	0.082	-0.017	0.198
Si	5.187	0.059	0.007	0.013	-0.06	0.196
Si	7.445	2.428	33.998	0.04	0.091	0.217
Si	5.143	5.924	0.067	0.024	-0.173	0.197
Si	7.982	8.389	0.139	0.009	-0.051	0.195
Si	5.731	10.557	0.104	-0.003	0.07	0.247
Si	8.036	13.046	34.042	-0.096	0.078	0.244
Si	11.097	15.885	0.054	-0.063	0.152	0.224
Si	13.51	2.756	0.51	0.065	-0.075	0.158
Si	11.206	5.02	0.17	-0.127	0.169	0.112
Si	14.111	7.706	0.023	-0.068	0.006	0.185
Si	10.074	10.63	34.088	0.111	-0.059	0.236
Si	12.932	13.338	34.034	0.147	-0.09	0.242
Si	1.159	1.331	1.131	-0.005	-0.012	-0.051
Si	3.9	4.149	1.138	0	0.03	-0.049
Si	1.348	6.97	1.409	0.001	0.003	-0.038
Si	4.181	9.522	1.54	0.006	-0.002	-0.056
Si	1.256	12.102	1.291	-0.012	0.023	-0.051
Si	3.971	14.911	1.282	-0.013	0.013	-0.055
Si	6.53	1.414	1.376	0.005	-0.011	-0.053
Si	9.381	3.949	1.244	0.015	-0.015	-0.039
Si	6.765	6.847	1.463	-0.013	0.015	-0.052
Si	9.413	9.535	1.557	-0.014	0	-0.084
Si	6.822	12.225	1.329	-0.002	-0.013	-0.075
Si	9.442	14.877	1.349	0.02	-0.013	-0.08
Si	12.161	1.115	1.433	0.01	-0.01	-0.047
Si	15.019	4.036	1.718	-0.007	-0.004	-0.055
Si	12.298	6.772	1.302	0.015	-0.012	-0.052
Si	14.949	9.524	1.285	0.015	-0.023	-0.034
Si	12.121	12.051	1.232	-0.027	0.026	-0.052
Si	14.932	14.779	1.234	-0.017	-0.003	-0.061
Si	-0.026	2.542	2.821	-0.009	0.001	0.013
Si	2.581	16.377	2.568	0.006	0.005	0.009
Si	16.332	8.257	2.751	0.023	-0.003	0.009
Si	2.671	5.478	2.7	0	0	0.009
Si	16.278	13.47	2.666	-0.003	-0.001	0.017
Si	2.675	10.874	2.735	-0.005	0	0.012
Si	5.188	2.788	2.677	0.002	-0.003	-0.005
Si	8.022	16.354	2.608	0.004	-0.006	0.019
Si	5.456	8.145	2.921	0.01	0.005	0.016
Si	8.107	5.352	2.688	0.002	-0.007	0
Si	5.373	13.58	2.65	-0.002	0.001	0.005
Si	8.079	10.92	2.866	-0.003	0.006	0.009
Si	10.743	2.571	2.684	-0.005	-0.011	0.025
Si	13.618	16.181	2.703	-0.005	0.004	0.012
Si	10.883	8.099	2.7	0.002	-0.007	0.006
Si	13.531	5.434	2.854	-0.01	0.007	0.023
Si	10.823	13.487	2.696	-0.003	0.005	0.019
Si	13.51	10.785	2.666	0.002	0.001	0
Si	1.33	4.03	4.076	0.004	0.006	-0.003
Si	3.915	1.316	4.026	-0.002	-0.008	-0.004
Si	1.305	9.537	4.138	-0.011	-0.008	0.001
Si	4.025	6.749	4.162	-0.001	-0.003	-0.009
Si	1.239	14.953	3.97	-0.001	0	-0.005
Si	4.02	12.256	4.081	-0.002	0.001	0.004
Si	6.675	4.041	4.053	-0.004	-0.001	0.002
Si	9.397	1.238	4.062	0.006	0.007	0.005
Si	6.762	9.542	4.241	0.001	0.002	-0.016
Si	9.488	6.723	4.055	-0.003	-0.004	-0.002
Si	6.711	14.975	4.022	0	-0.001	0.003
Si	9.484	12.241	4.174	-0.009	-0.004	-0.016
Si	12.129	3.975	4.075	0.005	0.006	0.004
Si	14.931	1.195	4.1	0.005	0.004	-0.002
Si	12.197	9.46	4.107	0.002	-0.002	-0.001
Si	14.955	6.83	4.113	-0.013	-0.003	0.006
Si	12.207	14.864	4.062	0.001	-0.003	-0.011
Si	14.89	12.163	4.054	0.009	0.004	-0.002
Si	16.311	16.264	5.445	-0.007	0.002	-0.001
Si	2.635	2.663	5.478	0.001	0.002	0
Si	16.318	5.392	5.423	0.001	-0.003	-0.008
Si	2.637	8.128	5.49	0.003	-0.004	-0.001
Si	16.292	10.871	5.466	0.001	0	0.001
Si	2.621	13.633	5.401	0.001	0.005	-0.002
Si	5.328	16.35	5.381	0	0.005	-0.005
Si	8.043	2.638	5.415	-0.004	-0.002	-0.001
Si	5.382	5.382	5.505	0	0.006	0.002
Si	8.151	8.104	5.481	0.003	0.006	0.003
Si	5.341	10.898	5.516	-0.001	-0.004	0.002
Si	8.08	13.636	5.455	0.004	-0.001	-0.001
Si	10.821	16.283	5.399	0	-0.007	-0.003
Si	13.546	2.615	5.412	-0.001	-0.003	0.002
Si	10.81	5.358	5.462	-0.007	-0.001	0
Si	13.577	8.14	5.498	0.003	0.004	-0.004
Si	10.843	10.832	5.489	-0.006	0.001	-0.001
Si	13.56	13.534	5.46	-0.003	0	0
Si	1.25	1.273	6.805	-0.002	-0.002	-0.001
Si	4.013	4.003	6.852	0.002	-0.001	0.001
Si	1.259	6.746	6.83	-0.001	0	-0.005
Si	3.988	9.503	6.859	-0.002	0	-0.003
Si	1.259	12.26	6.799	-0.001	0.001	-0.005
Si	3.985	14.985	6.786	-0.002	0	-0.004
Si	6.695	1.279	6.797	0.001	0.001	-0.002
Si	9.423	4	6.806	0	0.003	-0.001
Si	6.752	6.759	6.844	-0.001	0.002	-0.005
Si	9.489	9.47	6.86	0.002	-0.003	-0.003
Si	6.729	12.263	6.843	0	0.001	-0.002
Si	9.462	14.968	6.824	0	0.001	-0.002
Si	12.18	1.256	6.783	-0.002	0.003	-0.004
Si	14.926	4.008	6.771	-0.001	0.002	-0.002
Si	12.194	6.738	6.821	0.003	-0.002	0.001
Si	14.941	9.503	6.855	-0.001	-0.001	0.002
Si	12.204	12.196	6.851	0.001	-0.001	-0.002
Si	14.933	14.919	6.815	0.003	-0.002	-0.003
Si	16.285	2.644	8.163	-0.003	0.001	-0.001
Si	2.627	16.333	8.181	0.001	0.004	-0.002
Si	16.3	8.115	8.202	0.003	-0.003	-0.001
Si	2.628	5.378	8.194	-0.001	0	-0.002
Si	16.302	13.587	8.201	-0.002	0.001	0
Si	2.609	10.88	8.189	0	-0.001	0
Si	5.367	2.637	8.211	0.001	-0.001	0.001
Si	8.082	16.335	8.175	0.002	-0.003	-0.001
Si	5.371	8.129	8.201	0	0.002	0
Si	8.096	5.377	8.203	-0.002	0.002	-0.001
Si	5.348	13.624	8.187	0.001	0	-0.002
Si	8.099	10.862	8.189	-0.002	-0.001	-0.001
Si	10.818	2.634	8.157	-0.001	-0.002	-0.001
Si	13.559	16.309	8.162	-0.002	0	-0.001
Si	10.849	8.105	8.217	0.001	0.002	-0.001
Si	13.571	5.369	8.169	0	-0.001	-0.001
Si	10.825	13.583	8.189	-0.002	-0.001	-0.001
Si	13.572	10.853	8.227	0	-0.002	0.001
Si	1.249	4.007	9.547	0.001	0	-0.001
Si	3.992	1.276	9.567	-0.001	-0.001	0.001
Si	1.251	9.502	9.559	-0.002	0.002	0
Si	3.992	6.755	9.555	0.001	0	-0.003
Si	1.263	14.963	9.553	0.001	-0.001	-0.002
Si	3.988	12.242	9.554	0	0	-0.002
Si	6.731	4.017	9.568	0	0.002	0
Si	9.455	1.286	9.543	-0.001	0.004	-0.003
Si	6.733	9.499	9.564	0.001	-0.001	0.001
Si	9.467	6.743	9.569	0.001	-0.001	-0.001
Si	6.727	14.968	9.56	-0.001	0.001	-0.001
Si	9.464	12.22	9.565	0	-0.001	-0.001
Si	12.196	4.001	9.53	0	0.001	-0.002
Si	14.923	1.276	9.537	0.001	0	0
Si	12.204	9.48	9.585	0.002	-0.001	0.002
Si	14.923	6.744	9.555	0	0.001	0
Si	12.201	14.952	9.547	0.001	0.001	-0.001
Si	14.937	12.226	9.576	0.001	0.001	0.002
Si	-0.112	16.321	10.916	0.001	0.001	-0.001
Si	2.615	2.642	10.924	0	0	0
Si	-0.115	5.379	10.918	0.001	-0.001	-0.001
Si	2.624	8.131	10.916	0.002	0.001	-0.002
Si	-0.114	10.857	10.941	-0.001	-0.003	0.002
Si	2.621	13.597	10.931	0	0	-0.002
Si	5.364	16.325	10.937	0.002	0	-0.001
Si	8.11	2.66	10.922	0.002	0	0.001
Si	5.353	5.387	10.924	-0.004	-0.001	0
Si	8.101	8.127	10.928	-0.001	0	-0.001
Si	5.361	10.871	10.921	0	0.001	0.001
Si	8.094	13.589	10.929	0	-0.004	0
Si	10.825	16.318	10.905	-0.002	-0.002	-0.001
Si	13.56	2.64	10.913	0	0	0
Si	10.844	5.372	10.914	0	0	-0.002
Si	13.567	8.112	10.942	0	-0.001	0.002
Si	10.833	10.861	10.941	0	0.001	0
Si	13.568	13.598	10.933	0	0.002	0.002
Si	1.254	1.267	12.294	0.002	-0.001	0
Si	3.983	4.015	12.284	0	0	-0.001
Si	1.243	6.769	12.278	0	0.001	-0.003
Si	3.988	9.503	12.279	0.002	-0.002	-0.001
Si	1.246	12.235	12.302	0.002	0.002	0.002
Si	3.995	14.952	12.301	0.001	-0.002	0
Si	6.745	1.295	12.281	-0.004	0.002	-0.001
Si	9.489	4.012	12.29	0.003	0.003	0
Si	6.721	6.76	12.284	0.001	-0.001	0
Si	9.462	9.496	12.306	0.001	-0.001	0.001
Si	6.727	12.225	12.306	0.002	0	0.002
Si	9.476	14.95	12.289	-0.001	0.004	-0.003
Si	12.194	1.266	12.277	-0.001	0.002	-0.001
Si	14.928	4.011	12.289	0.002	0.001	0.001
Si	12.191	6.743	12.296	0.001	-0.002	-0.001
Si	14.923	9.495	12.307	0.002	0.001	0.002
Si	12.203	12.238	12.307	-0.001	-0.001	0.001
Si	14.939	14.957	12.303	0.002	-0.001	0.002
Si	-0.117	2.628	13.654	0.004	-0.004	0.002
Si	2.622	-0.102	13.672	0.003	0	0.002
Si	-0.123	8.128	13.668	0.001	-0.001	0.003
Si	2.607	5.395	13.63	-0.002	0.002	0
Si	-0.11	13.597	13.696	0	0.002	0.003
Si	2.611	10.859	13.646	0.002	0	-0.001
Si	5.364	2.647	13.642	0	0.004	0
Si	8.12	-0.072	13.637	0.006	-0.002	0
Si	5.358	8.144	13.646	-0.003	-0.001	0
Si	8.108	5.39	13.626	0.001	-0.002	-0.001
Si	5.355	13.587	13.675	-0.001	-0.002	0.001
Si	8.105	10.868	13.686	-0.001	-0.001	0.003
Si	10.853	2.634	13.658	-0.002	0.001	0.003
Si	13.552	-0.097	13.658	0	0	-0.002
Si	10.833	8.128	13.662	0	-0.003	0
Si	13.558	5.38	13.661	-0.003	0.002	0.002
Si	10.845	13.604	13.688	-0.001	0.001	0.003
Si	13.571	10.88	13.679	-0.003	0.003	0
Si	1.252	4.012	14.994	0	0.002	-0.004
Si	4.01	1.266	15.011	0.001	0.001	-0.003
Si	1.239	9.513	15.025	0.002	0.001	0.005
Si	3.974	6.771	14.982	0.001	-0.005	0.004
Si	1.261	14.955	15.079	-0.002	0.005	0.003
Si	3.954	12.221	15.028	0.006	-0.006	0.005
Si	6.762	4.004	14.982	0.003	0.003	-0.001
Si	9.512	1.249	15.028	-0.003	-0.001	0
Si	6.711	9.51	15.041	-0.003	0.004	0.005
Si	9.442	6.767	15.008	0.002	-0.001	-0.003
Si	6.748	14.982	14.992	-0.005	-0.001	0.002
Si	9.482	12.242	15.061	0.001	0.002	-0.002
Si	12.219	3.993	15.035	0.004	0.001	0.002
Si	14.903	1.268	15.022	0.001	-0.002	0.001
Si	12.198	9.51	15.026	0	-0.001	0
Si	14.899	6.769	15.03	0.004	0	0
Si	12.235	14.945	15.08	0.002	0	0.006
Si	14.928	12.238	15.082	-0.001	-0.003	0.005
Si	-0.156	-0.081	16.404	-0.001	0.005	0.005
Si	2.658	2.663	16.342	-0.006	-0.005	0.003
Si	-0.168	5.339	16.345	0.008	0.012	0
Si	2.587	8.117	16.357	0.008	0.01	0.006
Si	-0.098	10.878	16.442	-0.006	-0.004	0
Si	2.608	13.553	16.457	0.006	-0.002	-0.01
Si	5.371	-0.112	16.387	0.004	0.008	-0.003
Si	8.109	2.597	16.347	0.013	0.007	0.003
Si	5.396	5.413	16.287	-0.003	-0.007	0
Si	8.089	8.143	16.399	-0.001	-0.009	-0.007
Si	5.322	10.883	16.398	-0.004	0.001	0.016
Si	8.123	13.669	16.378	-0.006	-0.014	0.011
Si	10.905	-0.071	16.45	-0.007	-0.004	0
Si	13.582	2.628	16.44	-0.002	0	0
Si	10.81	5.373	16.329	0	0.001	0.006
Si	13.561	8.177	16.413	-0.012	-0.011	0.004
Si	10.866	10.871	16.429	0.007	0.006	0
Si	13.579	13.584	16.506	0.01	0.009	0.009
Si	1.197	1.37	17.671	-0.004	-0.008	-0.02
Si	4.115	4.012	17.644	0.017	0.012	-0.02
Si	1.204	6.69	17.654	-0.004	-0.01	-0.021
Si	3.924	9.489	17.741	0.015	-0.008	-0.016
Si	1.217	12.235	17.89	0.001	0	-0.001
Si	4.004	14.932	17.77	-0.003	0	-0.011
Si	6.786	1.208	17.743	-0.012	-0.005	-0.008
Si	9.47	3.971	17.681	-0.003	-0.013	-0.027
Si	6.695	6.758	17.721	-0.018	0.013	-0.007
Si	9.43	9.555	17.757	-0.005	0.009	-0.008
Si	6.665	12.374	17.688	-0.003	-0.016	-0.003
Si	9.564	14.943	17.794	0.007	0.007	-0.015
Si	12.269	1.281	17.878	-0.004	-0.007	-0.01
Si	14.918	4.017	17.812	-0.003	0	-0.01
Si	12.123	6.79	17.672	0.01	0.005	-0.042
Si	14.964	9.519	17.825	0.011	0.004	-0.015
Si	12.25	12.158	17.89	-0.006	-0.003	-0.012
Si	14.963	14.959	17.885	-0.005	0.003	-0.004
Si	-0.032	2.743	19.204	0.021	-0.013	0.043
Si	2.502	-0.103	18.924	0.007	0.027	0.06
Si	-0.131	8.006	19.09	-0.006	0.008	0.047
Si	2.686	5.369	18.902	-0.001	0.003	0.051
Si	-0.093	13.61	19.358	0	0.022	0.066
Si	2.563	10.813	19.202	0.02	-0.01	0.057
Si	5.448	2.629	19.056	-0.005	-0.012	0.058
Si	8.215	-0.1	19.155	-0.005	0.005	0.049
Si	5.326	8.129	19.088	-0.005	0.029	0.05
Si	8.049	5.313	18.997	0.027	-0.011	0.07
Si	5.363	13.654	19.247	0	-0.006	0.045
Si	8.037	11.028	18.993	-0.011	0.005	0.07
Si	10.848	2.688	19.145	-0.006	0.012	0.06
Si	13.65	-0.059	19.31	0.01	-0.009	0.053
Si	10.767	8.14	19.084	0.015	-0.012	0.068
Si	13.453	5.413	19.044	-0.008	0.007	0.061
Si	10.858	13.533	19.226	-0.003	0	0.052
Si	13.697	10.875	19.338	-0.012	-0.002	0.038
Si	1.74	3.839	20.405	-0.125	0.073	-0.162
Si	3.746	1.407	20.105	0.073	0.012	-0.18
Si	1.429	9.105	20.434	-0.045	0.073	-0.179
Si	3.716	6.923	20.304	0.101	-0.034	-0.186
Si	1.14	15.255	20.56	0.021	-0.086	-0.243
Si	4.145	12.015	20.488	-0.056	0.063	-0.264
Si	7.059	3.718	20.43	-0.098	0.073	-0.21
Si	9.358	1.499	20.506	0.067	-0.073	-0.217
Si	6.412	9.885	20.2	-0.016	-0.044	-0.197
Si	9.495	6.554	20.307	-0.014	0.113	-0.183
Si	7.07	14.784	20.533	-0.07	0.022	-0.231
Si	9.188	12.424	20.543	0.042	-0.036	-0.254
Si	11.812	4.43	20.409	0.044	-0.071	-0.199
Si	15.343	1.131	20.557	-0.092	-0.011	-0.2
Si	12.443	9.186	20.384	-0.049	0.042	-0.245
Si	14.628	6.894	20.393	0.069	-0.041	-0.189
Si	12.446	14.692	20.54	-0.008	0.08	-0.247
Si	14.78	12.521	20.865	0.106	-0.11	-0.221
Si	3.167	5.116	22.622	-0.028	0.042	-0.018
Si	1.932	6.075	27.256	0.026	0.046	-0.029
Si	0.297	9.022	23.388	0.031	-0.124	-0.014
Si	1.697	13.329	28.318	0.06	0.012	-0.042
Si	2.575	13.528	22.847	-0.024	0.07	-0.061
Si	5.489	0.363	22.374	0.029	-0.04	-0.054
Si	5.988	7.812	24.79	-0.047	0.024	0.011
Si	6.876	4.828	25.352	0.08	0.018	0.019
Si	9.912	13.589	26.599	0.042	0.014	-0.028
Si	11.293	0.226	22.675	-0.021	0.018	-0.026
Si	12.518	4.421	23.448	-0.026	0.131	0.072
Si	14.751	6.569	23.317	-0.048	-0.018	0.005
Si	10.479	10.301	22.589	-0.078	0.048	-0.098
Si	11.657	16.119	25.706	0.08	-0.023	-0.007
Si	1.859	16.175	29.48	0.059	0.02	-0.068
Si	10.662	4.603	28.072	-0.045	-0.023	0.077
Si	2.864	7.423	24.689	0.032	0.009	-0.041
Si	6.735	11.4	28.615	0.022	0.033	0.01
Si	3.768	11.509	29.006	0.073	0.028	-0.023
Si	16.002	13.784	26.311	-0.011	-0.022	0.072
Si	5.647	3.419	22.967	0.002	0.053	0.007
Si	9.762	3.964	25.217	-0.002	-0.108	-0.032
Si	6.652	3.183	27.88	-0.023	0.091	-0.001
Si	7.836	9.596	26.61	-0.019	-0.05	-0.021
Si	8.075	8.339	22.393	-0.044	-0.02	-0.019
Si	7.154	15.04	26.319	-0.036	0.069	-0.012
Si	13.962	1.882	23.212	0.009	0.023	0.086
Si	12.093	2.036	27.71	0.006	0.008	0.067
Si	13.29	10.046	29.636	0.004	0.035	0.015
Si	10.338	10.905	25.443	-0.048	0	0.067
Si	14.756	0.048	25.607	-0.058	0.036	0.075
Si	3.016	0.496	26.929	0.052	0.017	-0.067
Si	4.552	15.128	24.799	-0.012	-0.079	-0.02
Si	15.475	8.682	27.96	-0.027	-0.027	-0.023
Si	2.482	3.216	27.65	-0.038	-0.021	-0.047
Si	14.579	14.189	29.211	-0.019	-0.002	-0.059
Si	1.206	10.508	29.122	-0.044	-0.06	-0.031
Si	3.027	1.205	31.896	0.03	0.042	-0.033
Si	6.967	14.541	29.155	-0.075	0.058	-0.046
Si	10.854	3.38	31.81	0.057	0.129	-0.018
Si	8.423	1.298	26.523	0.044	0.06	-0.026
Si	9.737	8.287	32.038	0.006	0.118	0.092
Si	8.595	4.346	29.963	-0.099	0.128	0.015
Si	12.402	16.011	29.586	0.004	-0.008	0.004
Si	13.48	4.609	27.847	0.025	0.003	0.015
Si	15.481	6.303	26.156	0.029	0.04	-0.005
Si	10.989	11.327	28.235	0.015	0.026	-0.054
Si	0.552	6.784	29.859	0.001	-0.018	-0.14
Si	0.382	1.252	27.433	-0.099	-0.018	-0.066
Si	4.335	3.014	29.921	0.004	0.006	-0.015
Si	1.124	9.012	31.89	0.026	0.069	-0.054
Si	6.248	4.521	31.826	0.068	-0.076	0.002
Si	-0.123	12.016	23.772	-0.04	0.073	-0.044
Si	3.936	12.177	32.148	-0.032	-0.032	0.005
Si	9.376	0.89	32.228	0.012	-0.048	-0.103
Si	14.629	5.169	30.604	-0.039	0.103	0.007
Si	6.164	14.425	32.074	0.121	-0.021	-0.061
Si	12.579	7.587	31.344	0.028	-0.007	-0.009
Si	13.823	2.674	31.73	-0.019	-0.051	0.016
Si	14.664	0.017	31.141	0.001	-0.076	-0.002
Si	8.692	9.501	29.366	0.017	-0.055	0.003
Si	9.312	-0.014	29.344	-0.054	0.098	-0.066
Si	14.391	12.073	31.622	0.007	0.053	0.009
O	15.396	16.046	32.535	-0.181	0.156	-0.142
O	15.27	15.512	29.916	0.177	0.015	0.113
O	4.224	1.739	30.927	0.004	-0.115	0.063
O	2.097	2.437	32.438	0.119	-0.092	-0.258
O	0.547	4.128	33.689	0.171	-0.164	0.026
O	14.838	6.241	33.769	0.056	0	0.163
O	2.402	8.897	32.9	-0.089	0.109	0.141
O	3.546	6.66	33.716	0.156	0.075	-0.289
O	15.51	11.792	32.8	0.221	0.186	0.051
O	-0.089	9.317	32.939	-0.288	-0.009	-0.146
O	2.515	12.623	32.809	-0.016	-0.029	-0.049
O	0.913	14.627	33.618	0.063	-0.161	-0.22
O	3.631	0.539	33.247	0.027	-0.149	0.226
O	5.938	15.691	33.052	0.251	0.077	-0.04
O	8.112	1.167	33.194	-0.164	-0.083	-0.078
O	6.672	3.272	32.799	-0.242	-0.143	-0.051
O	5.688	5.661	32.813	0.261	0.027	0.061
O	5.277	2.812	28.622	-0.069	-0.182	-0.107
O	13.482	6.32	30.831	0.04	0.032	-0.147
O	8.614	7.603	33.033	-0.01	0.011	-0.269
O	4.606	10.909	32.9	-0.132	-0.025	0.001
O	6.469	9.195	33.666	-0.012	0.059	0.075
O	9.11	11.876	33.584	0.114	0.104	0.161
O	7.502	13.644	32.586	0.096	0.03	-0.107
O	8.889	0.834	30.675	-0.088	0.06	0.075
O	10.059	15.908	32.691	0.136	-0.088	-0.347
O	14.734	1.633	30.857	-0.078	0.157	0.064
O	13.744	1.976	33.196	-0.041	-0.195	-0.217
O	14.575	4.102	31.827	0.26	0.187	0.032
O	12.449	3.949	0.175	0.18	-0.155	-0.047
O	13.288	8.126	32.713	0.178	0.206	-0.027
O	10.315	9.675	32.738	0.257	-0.115	0.145
O	11.011	7.301	31.733	0.056	-0.418	0.04
O	13.187	12.75	32.497	-0.151	-0.049	-0.028
O	11.892	14.568	33.782	-0.021	-0.015	-0.084
O	2.816	5.95	23.974	-0.074	0.08	0.006
O	1.771	4.652	21.872	-0.098	-0.029	0.013
O	4.28	0.412	21.299	0.068	0.011	0.144
O	2.704	2.532	20.711	-0.111	-0.069	0.178
O	-0.001	10.433	24.139	-0.158	-0.22	0.223
O	0.68	9.461	21.853	0.09	0.325	-0.104
O	2.622	8.041	20.834	-0.12	0.058	-0.135
O	4.102	6.086	21.674	0.423	-0.17	-0.04
O	1.935	14.718	21.912	-0.028	-0.046	0.145
O	0.026	-0.022	21.063	-0.005	0.121	0.179
O	5.286	10.887	20.888	0.075	-0.189	0.184
O	3.502	12.573	21.899	0.225	-0.092	0.261
O	8.233	2.643	20.895	-0.01	0.235	0.152
O	6.448	4.316	21.848	-0.165	0.064	-0.033
O	10.025	0.944	21.929	-0.193	0.046	0.009
O	10.898	2.983	28.331	-0.236	-0.228	-0.057
O	7.311	9.374	21.441	-0.056	0.126	-0.018
O	6.98	7.979	23.519	0.164	-0.125	-0.005
O	10.653	5.519	20.855	-0.062	-0.039	0.027
O	11.037	4.145	24.167	-0.103	0.084	-0.164
O	8.122	13.601	21.072	0.249	0.019	0.046
O	6.589	15.675	21.857	0.11	-0.156	-0.035
O	11.109	10.627	24.052	0.077	-0.047	0.047
O	9.765	11.587	21.855	-0.042	0.06	-0.045
O	12.403	4.012	21.873	0.155	-0.004	-0.115
O	13.613	3.298	23.963	-0.013	0.108	0.231
O	14.897	2.011	21.884	-0.045	0.097	0.032
O	13.522	8.032	20.899	0.147	0.213	0.103
O	11.752	9.813	21.725	-0.083	0.219	0.246
O	15.293	8.149	23.395	-0.042	0.025	-0.192
O	15.146	6.129	21.786	0.056	0.063	-0.116
O	11.661	15.27	21.868	-0.23	-0.008	-0.005
O	10.987	-0.159	24.226	0.017	-0.214	0.038
O	15.373	12.201	22.396	0.123	0.115	0.037
O	13.548	13.598	21.123	-0.202	0.025	0.194
O	0.889	2.819	27.45	-0.011	0.003	0.186
O	6.99	1.942	26.914	-0.285	-0.145	-0.083
O	1.619	8.31	24.079	-0.021	-0.156	-0.215
O	0.415	5.716	26.819	-0.166	-0.3	-0.121
O	4.378	8.086	24.521	-0.049	0.221	-0.135
O	2.592	7.216	26.3	0.211	0.215	0.016
O	1.04	10.129	30.704	-0.207	-0.113	0.14
O	1.353	12.672	23.501	0.129	-0.145	0.035
O	1.152	13.642	26.809	0.237	0.045	-0.332
O	3.542	14.082	24.056	0.022	0.01	0.062
O	4.893	-0.074	23.792	-0.239	0.002	0.116
O	6.023	1.881	22.58	-0.038	0.005	0.168
O	10.235	4.773	26.532	-0.202	-0.033	-0.019
O	8.417	4.789	24.767	0.111	-0.032	-0.314
O	7.401	11.077	27.164	-0.046	0.156	-0.208
O	6.149	6.26	25.211	-0.209	-0.11	0.117
O	10.05	12.514	25.385	0.054	0.151	-0.075
O	9.015	9.932	25.534	0.068	-0.097	-0.269
O	12.579	1.206	22.688	-0.149	-0.081	-0.035
O	6.702	4.515	26.949	0.171	-0.095	0.165
O	12.085	5.355	28.276	-0.043	0.015	0.01
O	13.197	5.948	23.578	-0.108	0.109	-0.079
O	15.345	7.915	26.519	0.051	0.161	0.079
O	15.595	5.956	24.571	0.314	0.042	0.009
O	10.407	12.833	27.972	-0.207	0.211	0.187
O	9.425	9.097	22.864	-0.083	-0.172	0.114
O	11.527	1.157	26.457	-0.344	0.223	-0.236
O	10.837	14.921	26.437	-0.22	0.153	0.241
O	1.52	14.59	29.325	-0.056	-0.132	0.236
O	3.153	0.08	28.516	0.177	-0.054	0.037
O	15.758	15.186	25.525	0.295	0.081	-0.318
O	5.011	4.197	30.81	0.008	0.226	-0.156
O	7.543	5.07	30.977	-0.163	0.076	-0.17
O	2.796	4.707	27.087	0.066	-0.024	-0.053
O	1.805	6.529	28.833	0.325	0.162	0.106
O	5.181	11.029	28.45	-0.091	-0.05	-0.097
O	0.852	12.092	28.979	0.011	0.034	0.341
O	2.757	10.273	28.698	0.069	0.01	-0.184
O	3.861	15.853	26.072	0.024	0.029	0.242
O	5.983	14.492	25.307	-0.057	0.013	0.11
O	7.772	3.318	29.031	0.154	-0.297	-0.038
O	6.103	3.696	24.491	-0.022	-0.264	0.03
O	9.679	3.44	30.719	-0.187	-0.096	-0.192
O	9.275	2.408	25.619	0.177	-0.151	-0.178
O	9.513	5.304	29.006	0.002	0.274	-0.064
O	4.056	3.781	22.93	-0.181	-0.272	0.189
O	8.371	8.749	27.928	0.074	-0.048	-0.069
O	8.578	7.007	21.604	-0.258	0.048	-0.151
O	6.899	12.934	29.044	-0.027	-0.009	0.014
O	7.396	10.429	29.746	-0.168	0.117	0.233
O	7.944	-0.048	25.711	-0.081	0.08	-0.255
O	8.327	13.95	26.588	0.016	-0.071	0.21
O	13.259	15.81	25.755	-0.017	-0.329	0.127
O	14.779	0.94	24.257	0.076	-0.136	-0.235
O	13.204	3.128	27.202	0.074	-0.027	0.089
O	15.284	0.988	26.861	-0.259	0.163	0.229
O	14.176	9.562	28.353	-0.059	-0.041	-0.197
O	15.725	7.554	29.108	0.06	-0.018	-0.112
O	11.24	10.614	26.777	0.132	-0.02	0.057
O	12.375	11.276	29.08	0.123	0.132	0.106
O	12.746	0.986	28.767	0.334	0	-0.216
O	13.033	14.656	28.914	-0.33	-0.113	-0.003
O	1.434	0.4	26.494	-0.167	-0.091	-0.028
O	3.264	12.863	28.225	0.27	0.099	0.1
O	0.627	0.712	28.958	-0.099	0.174	0.104
O	15.664	12.662	25.161	-0.057	-0.167	0.034
O	1.097	7.587	31.145	0.24	-0.126	0.01
O	-0.19	5.518	30.529	0.206	-0.293	0.222
O	3.371	2.1	26.817	0.219	0.114	-0.235
O	2.856	3.264	29.26	-0.267	0.241	0.116
O	15.151	13.744	27.735	0.113	-0.283	-0.025
O	14.752	13.032	30.351	0.1	-0.131	0.088
O	3.752	11.797	30.597	0.12	0.166	0.192
O	0.351	9.672	28.028	0.183	0.12	-0.076
O	2.164	0.111	31.041	-0.38	-0.139	0.195
O	8.505	14.996	29.321	-0.001	-0.161	0.266
O	6.419	15.265	27.789	0.093	0.025	0.153
O	10.632	4.772	32.645	0.039	0.161	-0.021
O	4.889	13.466	32.281	-0.131	0.022	-0.031
O	6.191	14.946	30.529	-0.229	0.225	0.057
O	8.996	8.519	30.603	-0.199	-0.265	0.035
O	12.324	3.076	31.161	-0.129	0.191	-0.331
O	10.478	2.028	32.636	0.159	0.039	0.241
O	13.037	16.116	31.1	-0.085	-0.116	0.169
O	10.817	15.884	29.584	-0.075	-0.18	0.126
O	6.574	8.819	25.938	-0.231	0.031	0.062
O	14.189	5.538	26.743	-0.181	-0.042	-0.091
O	14.349	4.412	29.19	0.275	-0.304	-0.107
O	9.131	0.804	27.936	-0.001	0.106	0.02
O	9.951	10.494	29.146	-0.005	-0.089	0.256
O	12.511	8.728	30.182	-0.353	0.097	0.079
O	14.094	10.626	30.928	0.204	-0.199	0.171

Results
total energy: -108575.373 eV
total energy less fixed offsets of O -438.35, Si -107.03 eV per atom: 4.857 eV
